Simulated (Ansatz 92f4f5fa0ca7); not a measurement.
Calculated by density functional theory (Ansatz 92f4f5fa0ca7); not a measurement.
Periodic cell of 273 atoms, Si165O106P2, from a study of silicon, its oxide and their interface. The atomic structure is a simulated model.
Doubt: the cutoff is far below the 930 eV that the study's wrapper takes by default for these files, so forces and energies are approximate.

Settings: functional PBE; potential files Ansatz PAW; basis plane waves; wave-function cutoff 580 eV; density cutoff ratio 5; exchange-correlation grid ratio 1; k mesh 1 x 1 x 1, Gamma-centred; self-consistency stop 5e-08 eV per atom in the density residual; occupations fixed; spin none; net charge 0.

Cell vectors (angstrom)
a 11.6015 0 0
b 0 13.3963 0
c 0 0 29.8085

Atoms: element, x, y, z (angstrom)
Si 11.5786 0.1714 22.8777
Si 3.9289 0.1644 23.0224
Si 7.6619 0.1082 23.1201
Si 2.0544 3.4595 22.8854
Si 5.9091 3.7047 22.9976
Si 9.7459 3.5552 23.0173
Si 11.6226 6.8643 23.0373
Si 3.9275 7.0315 23.1975
Si 7.7697 6.8875 23.3603
Si 2.0313 10.2798 23.2245
Si 5.7977 10.1045 23.4256
P 9.9185 10.1235 23.2542
Si 11.6742 2.3854 23.7491
Si 3.9991 2.4155 23.746
Si 7.789 2.4105 23.7614
Si 1.9969 5.7185 23.6997
Si 5.7863 5.8138 24.0217
Si 9.7401 5.7451 23.9334
Si 11.7647 9.0246 23.9876
Si 3.8352 9.1014 24.2217
P 7.806 9.0876 24.0677
Si 1.9287 12.5295 23.8096
Si 5.79 12.3965 23.9679
Si 9.6993 12.4081 23.7537
Si 11.6349 2.2857 26.1653
Si 3.9087 2.3042 26.1622
Si 7.7517 2.306 26.1704
Si 1.959 5.6125 26.1411
Si 5.7989 5.6413 26.3422
Si 9.7015 5.6219 26.2819
Si 11.6512 8.9814 26.3412
Si 3.8489 9.0119 26.4976
Si 7.7619 9.0016 26.3833
Si 1.924 12.3873 26.2055
Si 5.7875 12.3409 26.3089
Si 9.69 12.3228 26.1864
Si 1.9649 1.1951 27.0143
Si 5.824 1.1925 27.0228
Si 9.6828 1.1701 26.9839
Si 11.6424 4.4966 27.0157
Si 3.86 4.501 27.036
Si 7.7499 4.5061 27.0463
Si 1.9382 7.7957 27.0756
Si 5.8059 7.8671 27.0821
Si 9.7084 7.8425 27.06
Si 11.6204 11.2368 27.0397
Si 3.8367 11.2693 27.0817
Si 7.7479 11.2546 27.0478
Si 1.9336 1.1164 29.4135
Si 5.8008 1.1164 29.4135
Si 9.6679 1.1164 29.4135
Si 0 4.4654 29.4135
Si 3.8672 4.4654 29.4135
Si 7.7343 4.4654 29.4135
Si 1.9336 7.8145 29.4135
Si 5.8008 7.8145 29.4135
Si 9.6679 7.8145 29.4135
Si 0 11.1635 29.4135
Si 3.8672 11.1635 29.4135
Si 7.7343 11.1635 29.4135
Si 0 0 0.3944
Si 3.8672 0 0.3944
Si 7.7343 0 0.3944
Si 1.9336 3.3491 0.3944
Si 5.8008 3.3491 0.3944
Si 9.6679 3.3491 0.3944
Si 0 6.6981 0.3944
Si 3.8672 6.6981 0.3944
Si 7.7343 6.6981 0.3944
Si 1.9336 10.0472 0.3944
Si 5.8008 10.0472 0.3944
Si 9.6679 10.0472 0.3944
Si 11.5475 -0.0509 2.743
Si 3.8445 -0.0729 2.8026
Si 7.6641 -0.0952 2.7711
Si 1.9315 3.2665 2.7438
Si 5.7518 3.272 2.7997
Si 9.5998 3.3075 2.7616
Si 11.5713 6.6328 2.7553
Si 3.8677 6.6167 2.7394
Si 7.7343 6.6416 2.7665
Si 1.9249 9.9962 2.7514
Si 5.8209 10.037 2.7714
Si 9.6764 9.973 2.7492
Si 11.5533 2.1999 3.4421
Si 3.8189 2.1219 3.651
Si 7.6792 2.1122 3.5541
Si 1.905 5.4972 3.4734
Si 5.8054 5.5216 3.5635
Si 9.6498 5.5216 3.612
Si 11.6108 8.8624 3.556
Si 3.894 8.8646 3.4269
Si 7.7397 8.8731 3.5487
Si 1.8653 12.2285 3.5447
Si 5.753 12.2146 3.743
Si 9.6166 12.1944 3.5109
Si 11.478 2.1585 5.7597
Si 3.7323 2.0265 6.0755
Si 7.6088 1.9669 5.9228
Si 1.8789 5.4053 5.807
Si 5.8048 5.4633 5.9366
Si 9.6234 5.4449 6.0141
Si 11.6409 8.7912 5.9311
Si 3.9173 8.7866 5.7422
Si 7.7748 8.8082 5.9201
Si 1.7838 12.1576 5.9153
Si 5.7185 12.1168 6.2533
Si 9.5849 12.1079 5.863
Si 1.6329 0.9723 6.7323
Si 5.673 0.9864 7.0157
Si 9.6353 0.9347 6.5941
Si 11.5735 4.3148 6.7227
Si 3.8279 4.3201 6.561
Si 7.6949 4.177 6.6243
Si 2.0325 7.6262 6.5132
Si 5.8321 7.7318 6.6978
Si 9.7194 7.7043 6.7335
Si 11.4542 10.9892 6.7742
Si 3.6538 10.9329 6.6491
Si 7.757 10.9724 6.8594
O 9.9035 7.8986 8.3945
O 9.9035 0.8243 8.2438
O 1.0345 0.9155 8.3177
O 3.0743 10.5518 8.1596
O 5.8193 7.8967 8.3623
O 5.6238 1.1889 8.701
O 3.7748 4.3328 8.2085
O 7.6516 3.7328 8.2495
O 0.0457 4.2766 8.3959
O 11.1583 10.9491 8.4256
O 8.1216 10.7667 8.4963
O 2.375 7.4934 8.1175
O 11.4598 0.1898 21.1996
O 9.7571 3.6711 21.3534
O 4.132 7.5465 21.6147
O 6.0213 4.2117 21.3879
O 5.7367 9.7441 21.7874
O 2.1338 3.3822 21.2028
O 7.3127 13.4028 21.4881
O 4.0253 0.1275 21.3612
O 7.7338 7.0041 21.7082
O 2.1216 10.2016 21.5803
O 11.5033 6.9679 21.3756
O 10.2338 9.6983 21.678
Si 11.5833 6.4489 11.2934
Si 1.5767 10.371 16.2363
Si 0.2292 3.6895 9.9096
Si 8.0805 12.8346 20.1796
Si 2.843 10.4613 9.7571
Si 2.5948 10.4022 20.0423
Si 10.3474 3.7036 19.831
Si 0.25 12.8037 17.0756
Si 10.8174 0.6909 19.7692
Si 3.1668 7.7551 16.2286
Si 0.3259 6.481 19.8813
Si 9.3896 2.5334 14.3
Si 2.9113 2.5468 11.03
Si 5.1314 11.9858 15.3463
Si 4.9561 8.6936 20.7817
Si 3.6123 -0.3871 11.2746
Si 5.5908 8.8894 14.7963
Si -0.1625 11.3133 10.0004
Si 9.4936 10.0174 20.2326
Si 3.4748 0.0511 19.8244
Si 7.4698 4.7051 9.5364
Si 2.3715 12.3638 14.1496
Si 6.1962 0.5948 10.1384
Si 2.802 2.9084 19.7699
Si 5.7234 4.4456 13.6643
Si 7.4807 0.2079 15.5876
Si 9.6145 11.341 15.1897
Si 1.9937 6.5654 13.5469
Si 2.8456 3.5279 14.0075
Si 11.7275 9.1681 18.3999
Si 11.2333 0.8725 9.2003
Si 9.1293 7.3233 9.7098
Si 8.6781 8.5579 14.5712
Si 4.7845 7.1609 12.3509
Si 2.9783 5.638 18.7564
Si 2.5412 7.4041 9.7144
Si 6.267 8.4252 9.8396
Si 4.3342 4.7624 9.6539
Si 9.3556 10.4913 12.2683
Si 5.9612 13.0263 17.9568
Si 7.9779 4.9447 18.3895
Si 8.3034 5.4184 15.23
Si 7.3252 11.0733 9.9089
Si 5.3923 4.2221 19.8747
Si 0.7883 1.4969 15.0328
Si 7.5775 7.5204 20.1788
Si 7.6514 2.7964 11.8639
O 3.4574 6.0821 10.0955
O 1.9523 2.6595 15.0738
O -0.3577 12.943 10.1713
O 8.431 8.8619 19.9032
O 2.4399 1.3166 19.5184
O 8.1484 5.3745 16.8404
O 2.7519 11.9877 19.6705
O 7.164 8.7723 15.1341
O 1.2849 0.1919 14.1662
O 4.4122 3.8127 14.4459
O 4.2498 3.4167 10.6116
O 10.9581 2.0926 14.4871
O 11.3877 4.8399 10.9899
O 10.8506 12.0215 16.0213
O 8.9337 6.9088 14.7678
O 1.7873 3.3618 10.2032
O 8.4687 5.932 9.2096
O 11.1357 2.2901 19.5308
O 5.4153 7.6049 10.9297
O 11.4328 7.5919 18.7658
O 7.8744 8.262 10.147
O 10.1383 7.1527 10.981
O 9.2148 4.1114 14.7739
O 8.834 11.4514 20.5373
O 10.5763 10.5115 11.1567
O 8.3637 12.2313 15.7514
O 4.4448 2.8958 19.8352
O 4.6854 0.2335 18.7489
O 10.5035 10.0889 18.9672
O 6.8089 0.6877 17.019
O 0.5201 6.7492 12.8268
O 1.055 7.1368 10.2963
O 3.1496 7.1783 12.5524
O 3.9933 9.5854 19.8159
O 6.789 5.1877 14.6493
O 0.5808 0.917 16.5436
O 1.5491 11.787 17.0976
O 5.3968 8.3007 13.3103
O 2.9756 12.3789 12.6358
O 6.4395 3.2005 12.8892
O 2.8035 9.3283 16.5735
O 6.0352 7.9209 19.8399
O 1.9501 6.3919 19.7745
O 1.4837 9.6719 19.1283
O 9.4925 9.7107 15.4593
O 3.1063 8.89 10.2
O 8.9803 9.0375 13.0031
O 2.1595 7.3083 14.9985
O 9.1319 3.8615 18.7664
O 4.7414 7.9049 15.801
O 7.2587 1.5921 10.8518
O 8.1199 6.3264 19.2339
O 5.9128 5.1654 9.6187
O 7.0106 -0.9548 19.0392
O 11.0641 2.2499 10.0887
O 8.987 2.4206 12.7188
O 9.7075 11.5041 13.5361
O 6.5613 4.2078 18.742
O 6.0407 10.0451 9.9542
O 1.356 10.8355 10.2844
O 5.1641 10.4681 14.7473
O 1.6949 10.9139 14.6549
O 11.3441 13.0772 18.5973
O 5.435 11.848 16.9522
O 8.0912 10.9827 11.3529
O 11.311 5.0007 19.6016
O 8.3764 1.473 15.0694
O 2.4435 4.0544 18.6104
O 3.7556 11.6965 10.3196
O 9.1833 0.56 19.7535
O 2.7779 2.6493 12.6424
O 3.6485 12.633 15.1338
O 7.9935 4.0857 10.9345
O 5.1178 0.2557 11.3288
O 4.4351 5.5115 19.4979
O 6.2071 13.0563 14.6738
O 3.0555 6.5842 17.3964
O 2.7841 0.9336 10.7078
O 0.2992 9.4559 16.7868
O 5.2436 5.618 12.6324
O 2.141 4.9676 13.7816
O 6.8993 12.6107 9.7057

Results
free energy: -166683.610 eV
free energy less fixed offsets of O -568.88, P -755.39, Si -635.61 eV per atom: 4.100 eV

Forces (eV/angstrom), in the order of the atoms: element, x, y, z
Si -0.1815 0.092 0.0751
Si 0.0878 -0.1334 0.0698
Si 0.0116 -0.0416 -0.0139
Si 0.0082 -0.046 0.0683
Si -0.0482 -0.0619 0.0542
Si -0.0145 -0.0571 0.0448
Si 0.183 0.0389 0.0113
Si -0.0827 0.126 -0.0725
Si -0.2456 0.1559 -0.3161
Si -0.15 -0.4944 0.4252
Si -0.0879 -0.8543 0.1671
P 0.7843 -0.3119 0.0895
Si 0.0205 -0.0122 -0.0907
Si -0.0255 0.1028 -0.0694
Si 0.0236 0.0452 -0.0177
Si 0.0007 0.0091 -0.0072
Si 0.3004 0.0033 -0.016
Si -0.1283 -0.0593 -0.0502
Si 0.4859 0.6599 0.0397
Si 0.0124 0.4389 -0.2638
P -1.0682 0.1739 -0.1083
Si 0.0596 -0.0497 -0.0106
Si -0.1445 -0.0658 -0.0641
Si 0.2476 0.0612 0.0907
Si -0.0095 -0.0152 0.0309
Si -0.017 -0.0167 0.0382
Si 0.0313 -0.0306 0.023
Si 0.0005 0.0123 -0.0107
Si -0.0133 -0.0381 0.0438
Si 0.0808 -0.0231 0.0617
Si -0.0274 -0.1041 -0.1614
Si -0.0174 -0.0845 -0.0694
Si -0.0666 -0.1213 -0.34
Si 0.0381 -0.0514 0.0186
Si -0.0063 0.0036 -0.0012
Si -0.0776 -0.0671 -0.0634
Si 0.018 0.0189 -0.0168
Si -0.0334 -0.004 0.0292
Si 0.0267 0.0384 -0.0285
Si -0.0347 -0.0079 0.0199
Si 0.0069 -0.0124 0.0026
Si -0.0439 -0.0008 -0.0196
Si -0.0411 0.1238 -0.0362
Si 0.2545 0.142 -0.0464
Si -0.0061 0.2059 0.0502
Si -0.0489 -0.0143 -0.0722
Si -0.026 0.0484 -0.0551
Si 0.1369 -0.0181 0.0069
Si 0.0534 0.1893 -0.1627
Si 0.054 0.1602 -0.1214
Si 0.0725 0.0377 -0.2861
Si 0.1411 0.0276 -0.1024
Si -0.0938 0.0151 -0.1149
Si 0.0809 0.0087 0.0214
Si -0.068 -0.2147 0.2876
Si 0.119 0.0071 0.3958
Si 0.0203 -0.0014 0.0973
Si -0.0087 0.1422 -0.0417
Si -0.1168 0.2858 0.3156
Si 0.0859 0.1144 -0.0231
Si -0.0796 -0.1111 -0.2131
Si 0.0436 -0.1762 0.269
Si -0.2287 -0.206 0.001
Si 0.1136 -0.1573 -0.1014
Si -0.1241 -0.1293 0.181
Si -0.1783 0.0243 -0.0917
Si -0.1201 0.0058 -0.0166
Si -0.0302 -0.1086 -0.1811
Si 0.0538 -0.0137 0.0191
Si -0.0253 0.0149 -0.1757
Si 0.1037 0.1182 -0.0219
Si -0.0021 -0.1154 -0.1819
Si 0.0026 -0.0058 0.0096
Si 0.006 0.0073 0
Si -0.0099 -0.0132 0.0019
Si -0.0027 -0.0044 -0.0016
Si -0.0007 0.0029 0.0001
Si -0.001 -0.0188 0.0106
Si -0.022 -0.0044 -0.0063
Si -0.0169 -0.0127 0.0151
Si 0.0079 -0.007 -0.0016
Si -0.0039 -0.0025 0.0008
Si 0.001 -0.0025 0.0079
Si -0.0012 -0.0013 0.0124
Si -0.0014 0.0045 -0.0048
Si -0.0029 0.0007 -0.0025
Si -0.0012 0.0073 -0.0157
Si 0.0188 -0.0022 -0.0055
Si -0.0081 -0.0013 0.0009
Si -0.001 0.011 -0.0017
Si 0.0035 0.0068 -0.005
Si 0.0031 0.0029 -0.0138
Si -0.0069 0.0054 -0.008
Si -0.0085 0.003 -0.0058
Si 0.0039 0.0062 -0.0023
Si 0.0057 0.001 -0.0054
Si -0.0023 -0.0021 0.0041
Si -0.0035 0.0011 0.0043
Si -0.0018 -0.0067 0.0053
Si -0.0022 -0.0007 0.0024
Si -0.0018 -0.0001 0.0049
Si -0.0036 -0.0103 0.0038
Si -0.0017 -0.0004 0.0048
Si 0.0027 -0.0036 0.0031
Si 0.0017 0.0008 0.0054
Si -0.0061 0.0001 0.0042
Si -0.002 -0.0015 0.0024
Si -0.0035 -0.0014 0.0056
Si 0.0125 0.0016 -0.0149
Si 0.0087 0.0045 -0.0189
Si 0.001 0.0068 -0.0125
Si -0.0029 0.0082 -0.0187
Si 0.0008 -0.0001 -0.0216
Si 0.0032 0.0161 -0.0149
Si -0.0075 0.0044 -0.0169
Si -0.0028 -0.0026 -0.0197
Si -0.0004 0.0001 -0.0208
Si 0.0082 0.0018 -0.0209
Si 0.008 0.0079 -0.0151
Si -0.0017 0.006 -0.0202
O -0.0049 -0.0038 0.0342
O 0.0065 -0.0014 0.0272
O -0.0118 0.0001 0.0271
O -0.006 -0.0024 0.0388
O 0.0041 0.0072 0.0395
O -0.0004 -0.0031 0.0409
O 0.003 0.0062 0.0426
O -0.0032 -0.0001 0.0342
O 0.0037 -0.0068 0.043
O -0.0014 0.0029 0.0446
O -0.0031 0.0007 0.0403
O 0.0052 -0.0017 0.0402
O -0.0125 0.0022 -0.0185
O 0.0244 -0.0002 -0.0304
O -0.0291 -0.0885 -0.0092
O -0.0155 -0.0183 -0.0401
O 0.1517 -0.0419 -0.1207
O -0.0007 -0.0076 -0.0585
O 0.0443 0.0336 0.1004
O -0.0255 0.0393 -0.0679
O 0.051 0.0988 0.0391
O -0.0081 0.049 -0.1549
O -0.0265 -0.0068 -0.0022
O -0.1939 0.0962 0.1216
Si -0.0088 -0.0025 -0.0439
Si 0.0271 0.0165 -0.0259
Si -0.006 -0.0006 -0.044
Si -0.0147 0.0745 -0.1062
Si -0.0022 -0.0046 -0.044
Si 0.0399 0.0044 0.2039
Si -0.0012 -0.0105 0.0683
Si 0.0141 0.0065 -0.013
Si 0.0276 0.033 0.0688
Si -0.0063 -0.0132 -0.0029
Si 0.0459 -0.0259 0.0332
Si -0.0016 0.0033 -0.0321
Si -0.0002 0.0074 -0.041
Si -0.0059 0.0066 -0.0094
Si -0.0241 0.163 0.2633
Si 0.0115 0.005 -0.0461
Si -0.0018 -0.0092 -0.0283
Si 0.0037 0.006 -0.0531
Si -0.1747 0.0082 0.1735
Si 0.0035 -0.0345 0.0911
Si -0.0004 0 -0.0499
Si 0.0076 0.009 -0.0403
Si -0.0052 -0.0022 -0.046
Si -0.0063 0.0149 0.0777
Si -0.0064 -0.0025 -0.0367
Si 0.0048 0.0067 -0.0119
Si -0.013 -0.0003 -0.0353
Si -0.0059 -0.0037 -0.0402
Si 0.0039 0.0007 -0.0342
Si 0.1094 -0.032 -0.0008
Si -0.0004 0.0004 -0.0411
Si 0.0016 0.0046 -0.0437
Si -0.0005 0.0016 -0.0354
Si 0.0033 -0.0035 -0.0489
Si 0.0059 0.0088 0.0246
Si 0.0022 0.0056 -0.0472
Si 0.0023 0.0019 -0.0484
Si -0.0052 -0.0005 -0.0498
Si -0.001 0.0069 -0.0608
Si -0.0329 -0.0002 0.0003
Si -0.0203 -0.0344 -0.026
Si -0.0107 -0.0038 -0.0238
Si 0.001 -0.0027 -0.0502
Si -0.0138 -0.0159 0.0557
Si 0.0052 0.0095 -0.0188
Si -0.0919 -0.068 0.0961
Si -0.0051 0.0043 -0.0508
O -0.001 0.0028 0.0192
O -0.009 -0.007 0.0153
O -0.001 -0.0074 0.02
O 0.1048 0.0232 -0.0307
O -0.0085 0.0166 -0.0311
O 0.0007 0.0103 0.0223
O 0.0088 0.023 -0.0332
O -0.0063 0.0059 0.0043
O -0.0067 0.0025 0.0148
O 0.0004 0.0011 0.0147
O -0.0026 -0.0066 0.0219
O 0.0043 -0.0026 0.0134
O -0.0001 0.0112 0.0202
O 0.0037 0.0029 0.0202
O 0.0048 -0.0005 0.0111
O 0.0111 -0.0035 0.0197
O -0.0009 0.0024 0.0168
O -0.0008 -0.0105 -0.0225
O -0.0089 -0.0069 0.0344
O -0.0326 0.0199 -0.0154
O -0.0016 0.002 0.0164
O 0.0093 -0.0012 0.0228
O -0.0035 0.0087 0.0183
O 0.0503 -0.0109 0.0224
O -0.0137 -0.0067 0.0356
O 0.0003 0.0019 0.007
O 0.0111 0.0014 -0.0186
O 0.0312 0.0057 -0.0164
O 0.0167 -0.0016 0.1649
O -0.0016 0.0045 0.0096
O 0.0106 0.0038 0.031
O -0.0088 -0.0028 0.0214
O -0.0066 -0.0004 0.0225
O 0.0109 -0.0118 -0.0532
O 0.0163 0.0099 0.0279
O -0.0051 -0.0052 0.0099
O -0.0075 -0.0063 0.0038
O 0.0048 0.0165 0.03
O -0.0118 -0.0062 0.0417
O -0.0054 0.0063 0.0211
O -0.0103 0.0101 0.0039
O 0.0962 -0.0257 -0.0639
O -0.0204 -0.0116 -0.0238
O -0.0585 -0.0212 -0.061
O 0.0043 0.0042 0.0211
O 0.0018 -0.0004 0.0172
O -0.0017 -0.0104 0.0315
O 0.0053 0.0102 0.0244
O -0.0052 0.0033 -0.0124
O -0.0038 0.0043 0.0054
O 0.0055 0.0093 0.0252
O 0.005 0.0302 0.0185
O -0.0004 0.0015 0.0165
O 0.0456 -0.0176 0.0307
O -0.0003 0.0055 0.0189
O 0.0109 -0.0009 0.0299
O 0.0021 0.0043 0.0342
O 0.0183 0.0116 -0.0118
O -0.0006 0.0022 0.0165
O 0.0003 0.0013 0.0174
O 0.0004 0.0028 0.0103
O -0.0059 -0.0093 0.0225
O -0.0062 -0.0141 0.0118
O 0.0014 0.0043 -0.0004
O 0.0147 -0.0042 0.037
O 0 0.0214 -0.0191
O -0.0034 -0.0028 0.0114
O -0.0047 0.0072 -0.0122
O 0.002 0.0132 0.023
O -0.0324 -0.0271 -0.0087
O -0.001 0.0069 0.0372
O 0.0016 0.0002 0.0121
O 0.0007 -0.0123 0.0314
O -0.0069 -0.0012 0.0227
O -0.0028 -0.0044 -0.0214
O 0.0003 0.0019 0.0107
O 0.0033 0.0021 -0.0066
O 0.0009 -0.0021 0.0158
O -0.0306 -0.0025 0.0343
O 0.0009 -0.0008 0.0229
O -0.0005 0.0009 0.0128
O 0.0007 0.0018 0.0202

The program warned: the cutoff lies below the one the program advises for these potential files; the exchange-correlation potential is rough where the density is thin.
